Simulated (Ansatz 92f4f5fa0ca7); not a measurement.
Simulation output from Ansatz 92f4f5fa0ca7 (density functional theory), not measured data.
Periodic cell of 473 atoms, Si304O169, from a study of silicon, its oxide and their interface. The atomic structure is a simulated model.
Doubt: the cutoff is far below the 930 eV that the study's wrapper takes by default for these files, so forces and energies are approximate.
This geometry differs little from another in the collection (a relaxation step or a small displacement).

Settings: functional PBE; potential files Ansatz PAW; basis plane waves; wave-function cutoff 580 eV; density cutoff ratio 5; exchange-correlation grid ratio 1; k mesh 1 x 1 x 1, Gamma-centred; self-consistency stop 5e-08 eV per atom in the density residual; occupations fixed; spin none; net charge 0.

Cell vectors (angstrom)
a 15.4691 0 0
b 0 15.4691 0
c 1.9714 -1.9706 35.4756

Atoms and the computed forces on them: element, x, y, z (angstrom), force x, y, z (eV/angstrom)
Si 2.339 -2.011 25.427 0.004 -0.001 0.001
Si 2.672 1.8 25.489 -0.004 0 -0.004
Si 1.268 -9.795 25.076 -0.001 0.001 0
Si 2.41 -5.933 25.242 0.004 0 0.003
Si 5.452 -1.98 25.418 -0.003 -0.003 -0.001
Si 5.775 -0.044 26.721 0.001 0.001 0.001
Si 6.59 -9.787 25.299 -0.002 0 0
Si 5.599 -5.891 25.119 -0.005 0.003 0.003
Si 10.422 -1.746 25.141 -0.001 0.001 0.001
Si 10.409 2.019 25.568 -0.005 0.001 0
Si 9.011 -9.776 25.402 0.001 -0.001 0
Si 9.934 -5.697 25.22 0.004 0.003 0.002
Si -2.605 -1.893 25.232 0.002 0 -0.005
Si -2.63 1.982 25.279 0.001 0.002 -0.001
Si -1.205 -9.715 25.266 0 0 -0.003
Si -2.36 -5.867 25.245 -0.004 0 0.001
Si 2.046 -0.079 26.751 0.002 -0.001 0
Si 1.934 3.831 26.505 0.003 -0.001 0
Si 1.956 -7.903 26.456 0.009 -0.001 -0.002
Si 2.036 -4.007 26.619 0.003 0 0.004
Si 5.098 1.901 25.592 0 0 0.004
Si 5.84 3.852 26.66 0.009 0 -0.003
Si 5.902 -7.83 26.484 0.001 -0.002 -0.002
Si 5.82 -3.982 26.583 -0.007 -0.002 0.003
Si 9.845 0.009 26.641 0.006 0 -0.005
Si 9.71 3.901 26.778 0.01 -0.001 -0.011
Si 9.63 -7.739 26.488 0.001 0 -0.002
Si 9.768 -3.711 26.478 0.001 0 0.002
Si -1.992 0.02 26.51 -0.001 0 -0.001
Si -1.895 3.863 26.571 0 -0.001 -0.003
Si -1.87 -7.798 26.534 -0.003 0.001 -0.001
Si -1.981 -3.856 26.481 -0.001 0.001 0.003
Si -0.014 -0.028 27.889 0 0.001 0
Si 0.036 3.74 27.932 0.001 0 0.004
Si 0.06 -7.735 27.906 -0.005 0.001 0.006
Si 0.006 -3.919 27.852 0 0 -0.002
Si 3.92 -0.109 28.163 0 -0.002 -0.004
Si 3.859 3.928 27.951 -0.007 0 0.003
Si 3.917 -7.886 27.85 -0.005 0.002 -0.003
Si 3.931 -3.988 28.028 0.004 0.001 -0.014
Si 7.816 -0.024 27.916 -0.006 0.001 0.003
Si 7.752 3.754 28.057 -0.014 0 0.009
Si 7.768 -7.72 27.943 -0.002 0 0.001
Si 7.808 -3.86 27.861 0 0.001 -0.001
Si 11.692 -0.015 28.07 -0.001 -0.001 0
Si 11.691 3.979 28.029 -0.002 0.001 0.006
Si 11.611 -7.807 27.868 0.001 0.002 -0.003
Si 11.63 -3.853 27.955 -0.002 -0.001 -0.005
Si 0.02 -1.985 29.25 -0.001 0 -0.001
Si 0.031 1.857 29.334 0 0 -0.001
Si 0.035 -9.717 29.25 -0.001 0.001 -0.002
Si 0.03 -5.819 29.292 0 0 -0.001
Si 3.918 -2.064 29.426 -0.002 0.002 0.006
Si 3.896 1.937 29.327 0 0.003 0.002
Si 3.892 -9.69 29.367 0 0 0
Si 3.906 -5.947 29.294 0 -0.002 0.004
Si 7.782 -1.965 29.281 0 -0.001 -0.001
Si 7.778 1.842 29.382 0 0.001 -0.001
Si 7.766 -9.689 29.304 0 0 -0.003
Si 7.795 -5.788 29.291 0 0.002 -0.001
Si 11.663 -1.968 29.377 0 0.001 0.002
Si 11.664 1.969 29.336 0 0.001 0.001
Si 11.645 -9.617 29.391 0 -0.001 0
Si 11.628 -5.844 29.251 0 0 0.002
Si 1.936 -1.983 30.688 0 0.001 0
Si 1.969 1.897 30.694 0 0 0
Si 1.939 -9.697 30.684 -0.001 0 0
Si 1.971 -5.845 30.671 0.001 -0.001 0
Si 5.877 -1.979 30.708 0 0.001 0
Si 5.825 1.896 30.703 0 0 0
Si 5.845 -9.7 30.694 -0.001 0 0
Si 5.847 -5.844 30.666 -0.001 0 0
Si 9.7 -1.972 30.688 0 0 0
Si 9.728 1.9 30.703 0 -0.001 0
Si 9.686 -9.696 30.699 0 0 0
Si 9.717 -5.839 30.67 -0.001 -0.001 0
Si 13.601 -1.979 30.697 0 0 0
Si 13.58 1.903 30.705 0.001 0 0
Si 13.604 -9.688 30.69 0 0 0
Si 13.558 -5.842 30.659 -0.001 -0.001 0
Si 0 1.934 2.05 0.28 -0.2 -0.367
Si 0 5.801 2.05 0.096 0.201 -0.528
Si 0 -5.801 2.05 0.164 0.075 -0.106
Si 0 -1.934 2.05 0.343 -0.091 -0.288
Si 3.867 1.934 2.05 -0.066 -0.024 0.027
Si 3.867 5.801 2.05 0.065 0.088 0.195
Si 3.867 -5.801 2.05 -0.106 0.059 0.098
Si 3.867 -1.934 2.05 0.02 -0.083 0.297
Si 7.734 1.934 2.05 0.24 0.04 0.16
Si 7.734 5.801 2.05 -0.07 0.107 0.331
Si 7.734 -5.801 2.05 0.291 -0.033 0.293
Si 7.734 -1.934 2.05 0.058 -0.1 0.275
Si 11.602 1.934 2.05 -0.412 -0.054 -0.035
Si 11.602 5.801 2.05 -0.267 -0.018 -0.306
Si 11.602 -5.801 2.05 -0.404 0.046 0.049
Si 11.602 -1.934 2.05 -0.25 -0.04 -0.109
Si -1.929 1.908 3.33 -0.001 -0.001 0.004
Si -1.935 5.84 3.33 -0.003 0 0.003
Si -1.945 -5.809 3.362 -0.001 0.001 0.002
Si -1.921 -1.964 3.335 -0.002 -0.001 0.005
Si 1.93 1.899 3.425 0 0 0
Si 1.909 5.817 3.396 0 0 0.001
Si 1.93 -5.769 3.441 0 0 0.001
Si 1.927 -1.952 3.447 0.001 0 0.001
Si 5.808 1.96 3.399 -0.001 -0.001 0.001
Si 5.795 5.827 3.475 -0.002 0.003 0
Si 5.806 -5.798 3.404 -0.002 0.002 0
Si 5.81 -1.949 3.454 -0.002 0.001 0.001
Si 9.66 1.916 3.496 0 -0.002 -0.002
Si 9.675 5.791 3.438 0.001 -0.004 -0.003
Si 9.671 -5.802 3.512 0.002 0.001 -0.001
Si 9.674 -1.934 3.458 0.002 0.002 0
Si -1.907 -0.039 4.632 0.001 0.001 -0.005
Si -1.918 3.884 4.562 0.012 0.001 -0.01
Si -2.017 -7.731 4.703 0.001 -0.002 0.001
Si -1.909 -3.878 4.675 0.005 0.002 -0.011
Si 1.963 -0.033 4.836 -0.001 0.001 -0.002
Si 1.856 3.871 4.718 0.004 0 -0.002
Si 1.847 -7.722 4.763 0.001 0 0.002
Si 1.956 -3.86 4.886 0.011 -0.001 -0.009
Si 5.855 0.042 4.762 0 0 0
Si 5.754 3.85 4.819 0.001 0.001 0
Si 5.761 -7.653 4.85 0.014 -0.004 0.006
Si 5.822 -3.925 4.831 -0.001 -0.003 -0.006
Si 9.657 -0.045 4.908 -0.002 -0.001 0
Si 9.635 3.89 4.856 0.002 0.004 0
Si 9.692 -7.794 4.883 0.002 0.002 0.005
Si 9.699 -3.822 4.91 0.002 0.001 -0.004
Si -0.055 -0.01 6.085 -0.004 0.002 0.006
Si -0.098 3.864 6.04 -0.008 -0.001 0.006
Si -0.132 -7.723 6.078 -0.003 0.001 0
Si -0.069 -3.915 6.147 -0.015 -0.002 0.015
Si 3.965 -0.038 6.146 0.006 -0.014 -0.006
Si 3.724 3.848 6.092 0.001 -0.007 -0.003
Si 3.618 -5.795 7.645 -0.001 -0.002 0.006
Si 3.929 -3.869 6.266 -0.001 -0.001 -0.004
Si 7.675 -0.031 6.294 0.001 0.011 0.011
Si 7.668 3.859 6.257 -0.002 -0.004 0.006
Si 7.734 -7.852 6.231 -0.018 0.002 0.009
Si 7.72 -3.749 6.273 -0.003 0.001 0.004
Si -3.739 -0.056 6.097 0 -0.003 0.001
Si -3.736 3.896 5.982 -0.009 -0.001 0.009
Si -3.791 -7.765 6.28 -0.002 0.001 -0.003
Si -3.721 -3.842 6.165 -0.003 0.001 0.006
Si -0.745 1.932 7.249 0.013 -0.001 0
Si -0.572 5.797 7.318 0.003 0.003 0
Si -0.745 -5.858 7.409 0.008 0.002 -0.003
Si -0.601 -1.94 7.312 0.003 0.001 -0.004
Si 3.573 1.896 7.421 -0.008 0.014 0.009
Si 3.727 -7.663 6.144 -0.002 0.001 -0.003
Si 3.974 5.82 7.376 0.007 0.003 0.008
Si 4.628 -1.92 7.433 -0.005 0.005 0.002
Si 7.932 1.935 7.59 -0.015 -0.014 -0.017
Si 7.166 5.769 7.587 0.006 0.008 -0.013
Si 8.147 -5.237 8.025 0.003 -0.008 -0.003
Si 7.014 -1.926 7.61 0.006 0.002 -0.002
Si -3.109 1.947 7.127 -0.005 0.001 -0.002
Si -3.167 -5.755 7.447 -0.001 0.002 0
Si -3.004 -1.915 7.41 -0.001 -0.002 0.004
Si -3.024 5.691 7.37 0.002 -0.005 -0.001
Si -4.576 2.143 8.866 -0.004 -0.001 0.002
Si 1.971 -3.904 32.057 -0.088 -0.113 -0.036
Si 1.971 -0.037 32.057 -0.007 -0.06 -0.041
Si 1.971 -11.639 32.057 -0.107 0.063 -0.036
Si 1.971 -7.771 32.057 -0.198 0.043 -0.013
Si 5.839 -3.904 32.057 0.064 -0.168 0.01
Si 5.839 -0.037 32.057 -0.08 -0.024 0.078
Si 5.839 -11.639 32.057 0.077 0.041 0.043
Si 5.839 -7.771 32.057 0.129 0.069 -0.016
Si 9.706 -3.904 32.057 0.028 -0.058 -0.068
Si 9.706 -0.037 32.057 0.067 -0.034 0.028
Si 9.706 -11.639 32.057 -0.036 0.057 0.056
Si 9.706 -7.771 32.057 -0.068 0.099 0.012
Si 13.573 -3.904 32.057 0.048 -0.144 -0.056
Si 13.573 -0.037 32.057 0.052 -0.032 0.021
Si 13.573 -11.639 32.057 0.087 0.131 0.02
Si 13.573 -7.771 32.057 0.127 0.123 -0.011
Si 3.905 -3.904 33.424 0.022 0.059 -0.021
Si 3.905 -0.037 33.424 0.039 -0.099 0.005
Si 3.905 -11.639 33.424 0.02 0.022 -0.014
Si 3.905 -7.771 33.424 0.046 0.024 -0.047
Si 7.772 -3.904 33.424 0 -0.113 0.003
Si 7.772 -0.037 33.424 -0.001 0.062 -0.002
Si 7.772 -11.639 33.424 0.006 0.007 0.022
Si 7.772 -7.771 33.424 -0.003 0.035 0.013
Si 11.639 -3.904 33.424 -0.027 0.014 -0.011
Si 11.639 -0.037 33.424 -0.038 -0.073 0.016
Si 11.639 -11.639 33.424 -0.014 0.036 -0.004
Si 11.639 -7.771 33.424 -0.027 -0.011 -0.023
Si 0.038 -3.904 33.424 -0.024 -0.133 0.01
Si 0.038 -0.037 33.424 -0.013 0.034 0.01
Si 0.038 -11.639 33.424 -0.011 0.034 0.033
Si 0.038 -7.771 33.424 -0.013 0.089 0.03
Si 3.905 -1.971 34.791 -0.05 -0.013 -0.002
Si 3.905 1.897 34.791 -0.028 0.026 -0.016
Si 3.905 -9.705 34.791 -0.036 0.013 -0.015
Si 3.905 -5.838 34.791 -0.039 -0.022 -0.014
Si 7.772 -1.971 34.791 -0.01 -0.016 0.001
Si 7.772 1.897 34.791 -0.002 0.002 0.017
Si 7.772 -9.705 34.791 0.011 0.024 0.014
Si 7.772 -5.838 34.791 -0.001 -0.017 0.028
Si 11.639 -1.971 34.791 0.04 -0.014 -0.007
Si 11.639 1.897 34.791 0.033 0.038 -0.021
Si 11.639 -9.705 34.791 0.03 -0.006 -0.011
Si 11.639 -5.838 34.791 0.034 -0.006 -0.015
Si 0.038 -1.971 34.791 0.019 -0.011 -0.01
Si 0.038 1.897 34.791 0 -0.037 0.007
Si 0.038 -9.705 34.791 0.003 0.037 0.009
Si 0.038 -5.838 34.791 0.015 -0.001 0.021
Si 0 0 0.683 0.104 0.016 -0.027
Si 0 3.867 0.683 0.04 0.013 0.008
Si 0 -7.734 0.683 0.112 -0.031 -0.037
Si 0 -3.867 0.683 0.037 0.022 -0.021
Si 3.867 0 0.683 0 0.017 0.009
Si 3.867 3.867 0.683 -0.004 -0.018 0.017
Si 3.867 -7.734 0.683 -0.005 -0.005 0.002
Si 3.867 -3.867 0.683 -0.003 -0.004 -0.008
Si 7.734 0 0.683 0.016 0.004 0.023
Si 7.734 3.867 0.683 0.05 -0.024 0.022
Si 7.734 -7.734 0.683 0.038 -0.008 0.016
Si 7.734 -3.867 0.683 0.06 0.006 0.012
Si 11.602 0 0.683 -0.11 -0.005 -0.004
Si 11.602 3.867 0.683 -0.099 0.029 -0.003
Si 11.602 -7.734 0.683 -0.157 -0.025 -0.011
Si 11.602 -3.867 0.683 -0.127 0.014 -0.013
Si -1.648 -2.475 22.219 0.002 0.001 0.003
Si -1.829 2.278 23.021 -0.002 -0.002 0.003
Si -2.311 -10.15 23.238 0.009 0.005 0.003
Si -1.595 -5.524 22.269 0.001 0 0.001
Si 1.446 -2.454 22.535 0 0.005 -0.004
Si 2.41 -9.696 19.917 0.004 0 0.002
Si 2.136 -10.435 22.858 -0.011 0.005 0.006
Si 1.459 -5.475 22.345 -0.002 -0.003 -0.004
Si 6.983 -2.2 22.614 -0.001 0.004 0.002
Si 6.07 1.886 23.518 0 -0.002 0.005
Si 5.34 -10.675 22.589 0.01 0.004 -0.006
Si 7.763 -5.277 22.858 0.001 -0.002 0.005
Si 9.829 -0.923 22.88 0.002 -0.002 0.004
Si 9.311 2.031 23.543 0.003 0.003 0.003
Si 9.932 -10.403 23.341 -0.007 0 0.001
Si 8.209 -6.457 19.894 -0.001 0.002 0.001
Si -5.058 -7.947 10.966 0.008 -0.006 0.002
Si 8.666 1.893 12.699 0.002 0 -0.001
Si -4.436 -5.221 9.387 0.004 0.002 -0.003
Si -3.529 -2.408 10.55 0.001 -0.002 -0.001
Si 1.235 2.189 9.353 -0.002 0.001 -0.005
Si 1.649 5.367 9.451 -0.002 0.002 -0.001
Si 1.063 -5.262 9.673 -0.001 0.002 -0.002
Si 0.535 -2.138 9.353 0.001 0.001 0
Si 5.689 2.183 9.8 0.005 -0.004 0.004
Si 6.507 4.116 11.935 0.002 0.002 -0.002
Si 5.908 -6.129 9.844 -0.002 -0.001 0.002
Si 7.601 -1.725 9.985 -0.001 0.003 0
Si -5.428 -0.153 10.683 -0.003 0.002 0
Si -3.766 5.036 9.505 0 -0.002 0
Si 7.162 -2.931 12.711 -0.001 0.002 -0.003
Si 5.6 -2.787 17.183 -0.001 -0.001 0.001
Si 5.254 0.261 11.036 -0.001 -0.003 0
Si 6.229 -9.893 16.837 -0.002 -0.001 -0.001
Si 1.195 4.902 12.256 -0.002 0 -0.005
Si 1.475 1.971 12.402 -0.002 0.004 -0.002
Si 10.17 -0.536 16.293 -0.001 -0.001 -0.002
Si -5.066 3.714 14.336 0 0 -0.004
Si 0.979 -0.572 17.946 -0.001 0.001 0.002
Si -1.453 -8.28 17.967 -0.001 -0.001 0
Si -0.621 -3.15 17.066 -0.002 0.001 0.002
Si -1.558 1.524 13.007 0.001 0.001 -0.004
Si 1.808 -5.234 12.69 -0.001 0 -0.004
Si 7.506 -8.757 10.496 -0.005 -0.002 -0.004
Si -3.74 -9.156 13.471 -0.001 -0.003 -0.004
Si -3.791 -2.91 17.688 0 0 0
Si 5.378 -5.523 18.691 -0.001 0.002 0
Si 2.035 5.494 15.084 0.001 0 -0.004
Si 11.255 -8.133 16.398 -0.001 0.001 0
Si -1.02 -1.287 11.869 -0.002 0 -0.005
Si 2.503 -0.142 20.744 -0.003 -0.006 0.003
Si -1.899 4.433 11.995 0.001 0 -0.004
Si 3.626 -1.813 9.535 -0.001 -0.003 -0.003
Si 3.06 -1.386 15.754 -0.001 0.001 -0.001
Si 2.496 -6.918 15.132 0.001 0 -0.001
Si 7.394 -4.593 15.268 0 0.001 -0.002
Si 0.749 -5.985 17.558 -0.002 0 0
Si 1.272 1.959 22.695 0.001 0.002 0
Si 9.741 3.46 19.387 -0.005 0.001 0.003
Si 0.603 -2.758 14.19 0.002 0.001 -0.004
Si 2.789 -6.648 19.895 0 0 0.003
Si 6.947 1.956 19.404 0 0.001 0.002
Si 4.496 -4.059 11.669 0.002 0.004 -0.005
Si 7.32 -0.269 17.297 0 0.001 0
Si 9.78 -5.429 17.292 0.002 0 0.002
Si -3.142 1.778 15.668 0 0 -0.001
Si -3.753 -1.355 20.421 0.001 0 0.004
Si 4.02 0.903 13.848 0 0.001 -0.001
Si -3.217 1.638 20.277 0.001 -0.001 0.001
Si 5.181 -10.834 19.616 -0.001 -0.001 0.001
Si 9.279 -10.647 16.761 0.001 -0.001 -0.001
Si 0.365 -10.68 17.65 -0.002 0.001 -0.002
Si -1.011 1.97 18.049 0.002 0.001 0
Si 9.789 -9.025 20.631 0.001 -0.001 0.002
Si 7.878 -0.349 14.418 0.001 0 -0.001
Si 5.507 -0.066 21.278 0 -0.003 -0.001
Si 5.461 -6.93 15.873 -0.001 -0.001 0.001
Si -2.638 -8.062 20.856 -0.002 0.001 0.002
Si 4.807 3.861 14.659 -0.001 0.001 -0.002
O -2.201 -4.015 22.149 -0.002 -0.001 -0.004
O -2.03 -1.825 23.667 -0.004 0.002 0.007
O -0.32 1.63 22.897 -0.005 -0.002 -0.003
O -0.054 -5.549 21.739 -0.002 0 -0.002
O -1.528 -5.979 23.834 -0.001 -0.001 0.003
O 3.894 -1.964 24.856 -0.001 0 0.002
O 1.346 -2.055 24.113 0.001 0 0.007
O 2.142 1.423 23.959 0.006 -0.003 0.011
O 3.768 -10.531 23.021 -0.006 0.009 0.004
O 1.463 -5.979 23.895 0 -0.002 0.01
O 3.989 -5.905 24.709 -0.001 -0.001 0
O 6.43 -2.001 24.118 -0.001 0 0
O 7.698 1.755 23.662 0 -0.001 -0.001
O 6.192 -9.8 23.671 0.01 0.006 0.009
O 8.221 -5.986 21.461 -0.001 0 -0.002
O 11.562 -10.366 23.554 -0.006 0.001 0.007
O 11.518 -5.871 24.766 0.001 -0.001 0.002
O 8.111 -6.761 7.439 0.004 -0.003 -0.007
O -0.313 2.001 8.868 -0.003 0 -0.002
O 0.246 -9.583 8.783 -0.002 0 -0.001
O -0.196 -6.051 8.987 -0.004 -0.003 -0.001
O 2.153 1.488 8.188 0 -0.003 -0.003
O 7.126 2.012 9.03 0.008 0.003 -0.001
O 2.949 -9.515 8.667 0.002 0 -0.002
O 2.334 -5.494 8.656 0.002 0 -0.003
O 4.868 -6.239 8.604 -0.002 0.001 -0.005
O 2.071 -1.678 9.068 0 0.001 0
O 9.51 1.905 8.026 0.009 0.003 0.005
O 7.869 -9.516 9.08 0 -0.002 0.004
O 7.144 -5.196 9.326 0.001 0.004 0.002
O 9.612 -4.828 8.646 -0.003 0.005 -0.005
O -4.451 0.939 9.974 -0.001 0.004 -0.002
O -2.537 4.8 10.552 -0.001 0.001 0.001
O -2.176 -2.387 11.474 -0.001 0 0.002
O 7.833 -2.878 11.187 0.001 0.001 -0.001
O -0.301 4.493 11.808 0.001 0 0.004
O -2.819 1.657 21.867 -0.001 0 0.001
O -1.695 -11.578 22.71 0.004 -0.005 -0.003
O -1.832 1.906 19.456 0 0 -0.002
O 8.687 -4.777 16.256 -0.002 0.001 -0.001
O 11.106 2.749 19.922 0.002 -0.001 0
O 5.712 -11.176 15.956 0 -0.001 0
O 11.064 -1.848 16.614 0.001 0 0.001
O 2.38 -6.466 21.458 0.002 -0.004 -0.003
O 1.833 -9.623 21.456 -0.005 0.003 0.001
O 8.684 -8.029 19.953 0 -0.001 -0.002
O 2.05 -3.951 22.299 0.005 0.003 -0.004
O 1.76 -0.492 19.359 -0.001 0 -0.003
O 5.669 -10.181 21.055 0.001 0.003 -0.003
O 5.627 4.214 13.295 0.002 0 0
O 10.724 -1.605 21.691 -0.001 0 -0.002
O 9.955 0.727 22.742 0 -0.001 -0.001
O 9.534 3.523 22.832 0.001 -0.003 0
O 6.35 -7.63 10.273 -0.002 0.002 0.002
O -0.058 -4.582 17.577 0.002 -0.002 0.002
O 1.687 3.745 9.376 0.002 -0.002 0.003
O 1.194 5.652 13.69 -0.001 0.001 -0.001
O 0.778 -4.134 13.323 -0.001 0.001 0.002
O 0.612 -3.705 9.82 -0.002 0.001 0.002
O -0.014 -1.222 10.588 0.001 -0.001 0.001
O 3.909 -0.495 10.475 -0.001 0 0.002
O 1.862 -6.535 13.676 -0.001 -0.001 0.003
O 5.222 -5.408 11.122 0.002 -0.003 0.002
O 3.922 -3.175 10.415 0.001 0.002 0
O -4.652 3.643 9.543 0.004 0.001 -0.001
O 8.795 -7.985 11.134 -0.005 0.001 0.008
O 8.966 -0.408 17.421 0 0 0.001
O 0.044 1.825 13.179 0.001 -0.001 0.002
O -4.794 5.074 13.495 0.002 0.003 0.001
O 3.266 -4.506 12.621 0.003 0.001 0.003
O 1.601 -6.092 18.936 0 0 0
O 2.07 -2.254 14.753 0 0 0.001
O 6.916 -0.275 15.722 0.001 0 -0.001
O 9.501 -9.277 22.223 -0.002 0.001 -0.001
O 0.164 -1.976 17.871 0.001 0.003 0.002
O 6.699 -6.19 19.361 0.005 -0.001 0
O -3.673 -8.333 14.869 0.001 0 0
O 5.079 0.565 12.64 0.002 0 0
O -3.346 -1.807 9.037 0.001 0.001 -0.004
O 5.561 -9.897 18.333 0 0.001 0
O -2.2 -3.048 17.416 -0.001 0 0
O 2.096 -0.523 16.755 0.001 0 -0.002
O 4.135 -5.766 19.697 -0.001 0 0.001
O 11.16 0.764 16.203 0 0.001 0.001
O 2.032 3.507 12.441 0 -0.002 0.003
O -2.275 2.884 12.41 0 0.002 0.002
O 8.989 -0.897 9.668 0.001 0 0.001
O 11.633 0.179 19.874 -0.001 0 -0.001
O 5.936 -1.641 21.481 0.003 -0.005 0
O 2.255 -8.455 15.601 0.001 0.004 0.001
O 6.479 -5.895 23.698 0 0.001 -0.003
O 1.476 3.563 22.586 -0.003 -0.007 -0.005
O 8.409 2.592 19.774 0.002 0.002 -0.001
O 9.152 4.087 15.31 0 0.002 0.003
O 11.373 -2.382 19.207 0 0 0
O 4.119 -2.315 16.622 0.001 0 0.001
O 1.783 -5.997 16.283 0.001 -0.001 -0.001
O 1.821 1.208 21.36 -0.003 0.007 -0.001
O 6.918 1.163 17.971 0.001 -0.001 -0.003
O 1.364 -5.768 11.2 0 0 0
O 2.536 1.046 13.192 -0.003 0 0.001
O 7.012 5.618 11.594 -0.002 -0.002 0.003
O -2.292 1.154 14.418 0.001 0 0
O -2.534 -6.517 21.384 0 0.002 -0.001
O 6.648 0.799 20.507 0.008 0.003 -0.002
O 4.1 0.069 20.471 0 0 -0.009
O 9.123 0.683 11.724 0.004 -0.003 0
O 9.671 -10.486 19.945 0 0.002 -0.002
O 6.498 -0.741 10.695 0 -0.001 0.001
O -0.973 -9.759 17.461 0.001 0 0
O 7.771 1.168 13.837 0 0 0.001
O 3.542 -10.872 19.723 0.001 -0.001 -0.002
O 7.363 -1.467 13.381 -0.001 -0.003 0.002
O 3.959 -0.348 14.88 0 0.001 0.001
O 1.384 1.524 10.83 0.002 -0.002 0.002
O -0.074 0.661 17.819 -0.001 0.002 -0.002
O 2.392 -1.395 21.77 0 0.001 0
O -5.442 2.525 13.308 -0.001 -0.002 0.002
O 5.396 0.594 22.769 -0.004 0.004 0.01
O 9.182 -5.7 18.803 -0.002 0 0.001
O 5.552 -3.197 12.556 -0.002 -0.001 0.003
O 9.75 3.626 17.766 -0.001 0.001 0
O -2.126 -9.055 22.043 0.003 0.001 -0.001
O 5.604 3.557 10.691 -0.002 0.005 0.003
O 7.778 3.086 12.048 -0.002 0.001 0.002
O -0.05 3.278 18.062 -0.003 -0.003 0.001
O 9.422 -0.711 14.846 0.001 0 0.002
O 11 -4.371 17.475 0 0.001 0
O -4.247 -8.081 12.367 0 0 0.002
O -2.315 5.593 13.085 -0.002 -0.001 0.002
O -2.248 -1.621 20.978 0 0 -0.003
O 5.754 3.223 22.625 -0.002 -0.016 -0.002
O -0.058 -2.408 21.95 -0.001 0 -0.004
O 3.059 -8.23 19.587 0.002 0.004 -0.002
O -4.698 -9.198 10.001 0.002 -0.003 -0.002
O -1.7 0.195 12.063 0 0 0.003
O -0.161 -1.686 13.206 -0.001 0.001 0.002
O 1.786 5.81 11.028 0 0 0
O 9.055 -5.424 23.849 0 -0.001 -0.001
O 3.432 4.73 14.77 0.001 0 0.002
O 1.21 -10.765 16.249 -0.002 -0.002 0.002
O -3.786 3.216 15.217 -0.001 0.001 0.001
O 7.83 -10.008 17.102 0.002 0.001 0.001
O -4.615 -6.521 10.345 0 0.003 0.003
O 7.373 -3.76 22.406 0 -0.001 -0.002
O 4.467 2.26 14.65 0 -0.002 0.002
O 10.324 -6.808 16.598 0.001 -0.001 0
O -2.1 2.09 16.858 -0.001 0.002 0
O -1.633 -8.253 19.589 -0.001 0 0
O 5.081 -6.337 17.327 0 0 -0.001
O 5.811 3.138 19.397 -0.001 0.002 -0.002
O 8.295 -1.27 22.496 -0.001 -0.002 -0.003
O 5.479 -3.923 18.362 0 0 -0.001
O 6.455 -1.548 17.877 0 0 0
O -2.905 -7.948 17.332 -0.001 0.001 0
O -4.562 -1.386 11.327 -0.001 0.001 0.002
O 6.652 -6.056 15.17 0.001 0.001 0
O 4.112 -6.735 14.979 -0.002 0 0.002
O 7.779 -4.07 13.746 -0.001 0.001 0.002
O 5.538 5.751 7.915 -0.006 -0.001 0.001
O -0.336 -7.199 17.478 0.001 0.003 0
O -4.011 -3.964 10.371 0.002 0.002 0.004
O 1.223 -10.012 18.86 -0.001 0.001 -0.001
O 10.393 -9.457 16.801 0 0.001 0
O 11.286 -8.385 20.433 0 0 -0.001
O 5.894 -8.5 16.039 0 0.002 0.001
O -0.395 -3.008 15.456 0 -0.001 -0.002
O 6.417 -3.451 15.924 0.001 -0.001 0
O 4.582 2.34 8.627 -0.003 0.001 -0.009

Results
free energy: -289380.611 eV
free energy less fixed offsets of O -568.88, Si -635.61 eV per atom: -14.451 eV

The program warned: the cutoff lies below the one the program advises for these potential files; the exchange-correlation potential is rough where the density is thin.
